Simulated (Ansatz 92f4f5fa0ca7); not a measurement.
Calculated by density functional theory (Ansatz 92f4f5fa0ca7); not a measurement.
Periodic cell of 462 atoms, Si286O176, from a study of silicon, its oxide and their interface. The atomic structure is a simulated model.

Settings: functional r2SCAN; potential files Ansatz PAW; basis plane waves; wave-function cutoff 800 eV; density cutoff ratio 5; exchange-correlation grid ratio 1; k mesh 1 x 1 x 1, Gamma-centred; self-consistency stop 1e-10 eV per atom in the density residual; occupations fixed; spin none; net charge 0.

Cell vectors (angstrom)
a	16.3305	0	0
b	0	16.3305	0
c	0	0	29.4886

Atoms and the computed forces on them: element, x, y, z (angstrom), force x, y, z (eV/angstrom)
Si	-0.054	-0.109	0.39	0	-0.001	-0.046
Si	2.844	2.354	0.025	-0.019	0.014	-0.092
Si	-0.281	5.632	0.254	0.009	-0.013	-0.084
Si	2.559	8.206	0.082	0.011	-0.014	-0.084
Si	0.478	10.576	0.147	-0.006	0.017	-0.094
Si	2.075	14	-0.03	-0.01	-0.023	-0.098
Si	5.14	0.237	-0.04	0.014	-0.019	-0.089
Si	8.032	3.133	-0.084	0.023	-0.007	-0.098
Si	5.575	5.043	0.098	-0.015	0.011	-0.091
Si	7.869	8.235	0.18	0.015	-0.015	-0.094
Si	5.63	10.411	0.105	-0.016	0.007	-0.088
Si	8.42	13.224	-0.134	-0.016	0.01	-0.093
Si	11.348	-0.233	-0.416	0.016	0.015	-0.137
Si	14.229	2.182	0.047	-0.007	0.012	-0.09
Si	11.313	5.991	0.106	0.02	0.006	-0.084
Si	14.044	7.968	0.524	-0.011	0.009	-0.064
Si	10.47	10.839	0.035	0.004	-0.013	-0.084
Si	13.085	13.417	-0.227	-0.029	-0.017	-0.123
Si	1.383	1.291	1.55	0.001	0.001	0.004
Si	4.046	3.883	1.403	0	-0.001	0.006
Si	1.388	6.73	1.466	-0.001	0.002	0.007
Si	4.087	9.36	1.464	-0.003	0.001	0.004
Si	1.387	12.275	1.462	0	-0.003	0.007
Si	3.957	14.948	1.191	-0.004	-0.002	0.004
Si	6.849	1.415	1.163	-0.001	0.003	0.003
Si	9.628	4.395	1.146	0.005	0.004	0.001
Si	6.677	6.681	1.406	0.002	0	0.006
Si	9.375	9.431	1.507	0.001	0	0.005
Si	6.793	12.145	1.242	0.001	-0.002	0.005
Si	9.608	14.952	0.992	0.006	0	0.004
Si	12.348	1.272	1.148	-0.002	-0.003	0.005
Si	15.016	3.941	1.464	-0.003	0.001	0.004
Si	12.417	6.955	1.832	0	-0.001	0.005
Si	15.233	9.576	1.568	0.002	0	0.004
Si	12.103	12.01	1.323	0.002	0	0.005
Si	14.808	14.642	1.249	-0.007	-0.002	-0.001
Si	0.067	2.698	2.862	-0.001	0.001	0.001
Si	2.752	-0.106	2.791	0.001	-0.002	0.001
Si	0.144	8.129	2.904	0.001	-0.001	-0.001
Si	2.754	5.335	2.756	0	0	-0.002
Si	-0.106	13.507	2.764	0.003	0.001	0
Si	2.802	10.883	2.751	0	0	-0.001
Si	5.501	2.618	2.724	0	0	-0.001
Si	8.216	-0.038	2.437	0	-0.002	-0.001
Si	5.41	8.043	2.839	0	-0.001	0
Si	8.2	5.455	2.709	0.001	-0.001	0
Si	5.4	13.574	2.53	0	-0.001	-0.002
Si	8.075	10.877	2.791	-0.001	0.001	0
Si	10.941	2.783	2.438	-0.001	0	-0.003
Si	13.56	-0.159	2.621	0.001	0.003	-0.001
Si	10.844	8.244	2.918	-0.001	0	-0.001
Si	13.666	5.301	2.884	-0.001	0	-0.002
Si	10.853	13.596	2.585	-0.001	0	-0.001
Si	13.623	10.851	2.733	-0.002	0	-0.002
Si	1.409	4.05	4.189	0.001	0	0
Si	4.139	1.281	4.102	-0.001	0.001	-0.001
Si	1.457	9.547	4.181	-0.001	0.001	0
Si	4.064	6.706	4.168	0	0	0
Si	1.316	14.895	4.087	0	-0.001	0
Si	4.143	12.255	4.066	-0.001	0	0
Si	6.842	4.047	4.05	0	0	0
Si	9.556	1.371	3.831	0.001	0	0
Si	6.761	9.483	4.144	0	0	0.001
Si	9.489	6.792	4.154	-0.001	-0.001	0
Si	6.818	14.959	3.873	0	0.001	0
Si	9.501	12.279	4.037	0.001	0	-0.001
Si	12.207	3.972	4.081	-0.002	-0.001	0
Si	14.943	1.248	4.029	-0.002	-0.002	0
Si	12.262	9.576	4.178	0.001	-0.001	0
Si	15.033	6.747	4.163	0	0.001	0.001
Si	12.2	14.912	4.037	-0.001	-0.001	0
Si	14.904	12.21	4.157	0	-0.001	0
Si	-0.009	-0.043	5.442	-0.001	0	0.001
Si	2.785	2.665	5.478	-0.001	0	0
Si	0.042	5.412	5.527	0	0	0.001
Si	2.763	8.142	5.518	0.001	0	0.001
Si	0	10.874	5.472	0	-0.001	0
Si	2.725	13.57	5.431	0	0	0.001
Si	5.515	-0.07	5.389	0	0	0
Si	8.214	2.657	5.343	0	0	0.001
Si	5.486	5.384	5.469	0	0	0
Si	8.147	8.163	5.507	0	0	0
Si	5.44	10.888	5.477	0	-0.001	0
Si	8.131	13.644	5.362	0	0	0.001
Si	10.848	0.021	5.322	0	0.001	0.001
Si	13.589	2.625	5.417	-0.001	-0.001	0.001
Si	10.874	5.387	5.437	-0.001	0	0.001
Si	13.624	8.135	5.463	0	0	0
Si	10.88	10.965	5.461	0.001	0	0.001
Si	13.568	13.615	5.471	0	-0.001	0.001
Si	1.365	1.326	6.801	0	0	0.001
Si	4.13	4.041	6.838	0	0	0.001
Si	1.378	6.796	6.855	-0.001	0	0
Si	4.093	9.533	6.857	0	0	0.001
Si	1.355	12.246	6.824	0	0	0.001
Si	4.108	14.953	6.764	0	0	0.001
Si	6.846	1.322	6.749	0	0	0.001
Si	9.514	4.024	6.775	0	0	0.001
Si	6.787	6.792	6.849	0	0	0.001
Si	9.533	9.558	6.804	-0.001	0	0.001
Si	6.815	12.277	6.782	0	0	0.001
Si	9.488	15.02	6.732	-0.001	0	0.001
Si	12.203	1.317	6.777	0	0	0.001
Si	14.95	4.026	6.787	0.001	0	0.001
Si	12.248	6.764	6.786	0	0	0
Si	14.975	9.516	6.812	0	0	0.001
Si	12.217	12.292	6.853	0	0	0
Si	14.964	14.959	6.824	0	0	0.001
Si	0.003	2.705	8.153	0	0	0.001
Si	2.747	-0.024	8.152	0	0	0.001
Si	-0.007	8.159	8.166	0	0	0
Si	2.759	5.435	8.174	0	0	0.001
Si	0.018	13.622	8.202	0	0	0.001
Si	2.702	10.892	8.189	0	-0.001	0.001
Si	5.485	2.659	8.156	-0.001	0	0.001
Si	8.174	0.017	8.173	0	0	0
Si	5.439	8.177	8.216	0	0	0.001
Si	8.162	5.392	8.144	-0.001	0	0.001
Si	5.459	13.634	8.155	0	0	0
Si	8.167	10.924	8.158	0	0	0.001
Si	10.871	2.696	8.169	-0.001	-0.001	0.001
Si	13.586	0	8.147	0	0	0.001
Si	10.914	8.173	8.126	0	0	0.001
Si	13.593	5.399	8.156	-0.001	0	0
Si	10.84	13.685	8.147	0	-0.001	0.001
Si	13.623	10.911	8.154	0	0	0.001
Si	1.381	4.076	9.501	0	0	0.001
Si	4.087	1.34	9.532	0	-0.001	0
Si	1.34	9.509	9.525	0	0	0
Si	4.062	6.816	9.567	0	0	0.001
Si	1.394	14.993	9.568	-0.001	-0.001	0.001
Si	4.062	12.312	9.497	-0.001	0	0
Si	6.814	4.031	9.524	0.001	-0.001	0.001
Si	9.507	1.378	9.573	0	0	0.001
Si	6.797	9.577	9.534	-0.001	0	0.001
Si	9.545	6.786	9.441	0	0	0
Si	6.802	15.008	9.546	-0.001	0	0
Si	9.492	12.318	9.513	0	0	0
Si	12.231	4.056	9.543	0	0.001	0.001
Si	14.942	1.373	9.503	0	0	0.001
Si	12.271	9.547	9.495	-0.001	0	0.001
Si	14.951	6.799	9.486	0	-0.001	0.001
Si	12.23	15.004	9.52	-0.001	0	0
Si	14.966	12.268	9.547	0	0	0
Si	-0.019	0.05	10.866	-0.001	0.001	0
Si	2.707	2.704	10.885	0	0	0
Si	0.03	5.484	10.811	-0.001	-0.001	0
Si	2.694	8.2	10.931	0	0.001	-0.001
Si	-0.008	10.863	10.871	0.001	-0.001	0.001
Si	2.771	13.648	10.956	0.001	-0.001	0
Si	5.436	0.019	10.94	0	0	0
Si	8.145	2.731	10.974	0	0	0
Si	5.408	5.372	10.842	0.001	0	0
Si	8.187	8.139	10.776	0.001	-0.001	-0.001
Si	5.417	11.002	10.857	-0.001	0.001	0
Si	8.157	13.669	10.933	0	0	0
Si	10.919	0.045	10.905	-0.001	-0.001	0
Si	13.623	2.723	10.918	0	0	0
Si	10.856	5.451	10.867	0	0.001	0
Si	13.609	8.164	10.861	-0.001	-0.001	0
Si	10.914	10.967	10.797	-0.001	-0.001	0
Si	13.592	13.66	10.887	0	0.001	0
Si	1.272	1.437	12.264	0.001	0	-0.001
Si	4.055	4.042	12.268	-0.002	-0.002	0
Si	1.315	6.808	12.267	0.001	-0.001	-0.001
Si	4.058	9.665	12.203	0	-0.001	-0.001
Si	1.381	12.203	12.198	0	0.001	0
Si	4.105	15.046	12.39	-0.002	0.001	-0.001
Si	6.751	1.381	12.35	0	0	-0.001
Si	9.518	4.135	12.304	-0.002	-0.001	-0.001
Si	6.822	6.729	12.089	0	0	-0.001
Si	9.54	9.566	12.049	0	0	0
Si	6.691	12.395	12.282	0.002	-0.001	-0.002
Si	9.591	15.013	12.267	0.001	0.001	0
Si	12.275	1.364	12.319	0.001	0.002	-0.001
Si	15.023	4.163	12.173	0.001	0	0
Si	12.223	6.82	12.201	0	0.001	-0.001
Si	14.967	9.508	12.244	-0.002	0.001	-0.002
Si	12.227	12.312	12.241	0	0	0
Si	14.979	15.027	12.235	-0.001	-0.002	-0.001
Si	0.012	2.923	13.655	-0.002	0	0.005
Si	2.555	0.044	13.638	-0.001	0.001	0.005
Si	-0.022	8.186	13.666	-0.001	-0.001	0.007
Si	2.687	5.416	13.598	0.001	0	0.006
Si	-0.008	13.548	13.472	0	0	0.005
Si	2.737	10.998	13.698	0.001	0.001	0.004
Si	5.292	2.681	13.757	0	-0.001	0.006
Si	8.27	0.053	13.604	0.001	-0.003	0.004
Si	5.491	8.188	13.287	0	0	0.006
Si	8.046	5.447	13.648	0.001	0.001	0.003
Si	5.507	13.776	13.886	0	-0.001	0.006
Si	8.124	10.922	13.341	-0.002	0.001	0.005
Si	10.958	2.81	13.65	0.001	0.002	0.006
Si	13.695	0.046	13.712	0.002	0	0.007
Si	10.862	8.238	13.472	-0.001	-0.004	0.003
Si	13.658	5.495	13.506	0	0	0.004
Si	10.92	13.706	13.7	-0.003	0.003	0.005
Si	13.597	10.889	13.54	0.003	-0.002	0.007
Si	1.547	4.031	15.157	0.008	-0.018	-0.102
Si	3.57	1.601	15.041	-0.004	0.017	-0.089
Si	1.652	9.286	14.914	0.004	0.004	-0.104
Si	3.964	7.062	14.587	-0.013	0.002	-0.09
Si	1.384	14.74	14.876	0.022	-0.009	-0.084
Si	3.758	12.666	15.065	-0.014	0.016	-0.1
Si	6.905	3.83	15.034	0.002	0.001	-0.111
Si	9.334	1.694	14.902	-0.006	-0.006	-0.101
Si	7.029	9.311	14.592	0.016	-0.013	-0.089
Si	9.24	7.139	14.712	-0.014	0.006	-0.075
Si	7.043	15.233	15.184	-0.005	-0.011	-0.101
Si	9.603	12.042	14.714	0.017	0	-0.089
Si	12.604	3.958	14.892	0.008	-0.018	-0.079
Si	14.821	1.756	14.957	-0.019	0.011	-0.082
Si	11.919	9.871	14.801	-0.01	0.003	-0.095
Si	14.829	6.892	14.97	0.007	-0.001	-0.105
Si	12.662	14.702	15.031	0.003	-0.014	-0.11
Si	14.838	12.383	14.835	-0.015	0.017	-0.097
Si	-2.955	8.757	17.014	-0.01	0.012	-0.201
Si	16.91	2.778	24.856	0.006	-0.028	-0.242
Si	17.606	20.516	27.425	-0.022	-0.023	-0.222
Si	-3.438	2.743	24.218	0.007	-0.006	-0.214
Si	-6.935	17.551	21.615	0.032	-0.005	-0.213
Si	-10.372	22.646	25.623	0.031	-0.016	-0.211
Si	8.825	-6.913	19.02	0.011	0.012	-0.181
Si	15.923	0.095	21.568	0.031	-0.015	-0.212
Si	-21.25	17.776	19.513	0.003	0.007	-0.262
Si	-4.033	12.653	26.265	-0.027	0	-0.223
Si	1.789	10.777	22.557	-0.017	-0.041	-0.25
Si	14.748	8.658	21.141	0.03	0.01	-0.21
Si	-5.011	7.402	18.91	0	-0.007	-0.226
Si	15.107	11.15	17.587	-0.002	-0.01	-0.211
Si	5.104	15.235	22.336	-0.014	-0.012	-0.252
Si	16.987	-5.862	19.895	-0.005	-0.023	-0.262
Si	8.164	13.249	17.132	-0.007	0.016	-0.206
Si	15.044	13.695	25.579	0.012	0.023	-0.197
Si	10.709	-10.952	16.818	0.007	0	-0.186
Si	3.403	18.033	24.353	0.005	0	-0.183
Si	-6.467	28.645	19.511	-0.037	-0.015	-0.235
Si	-0.964	27.464	23.963	-0.002	-0.041	-0.226
Si	12.72	4.026	27.887	-0.018	0.029	-0.193
Si	4.131	8.7	22.203	0.004	-0.019	-0.193
Si	1.801	8.545	17.762	-0.002	-0.012	-0.208
Si	5.072	11.693	26.977	-0.001	0.001	-0.202
Si	6.54	8.033	20.794	0.031	-0.015	-0.257
Si	3.604	6.227	27.368	0.016	-0.015	-0.197
Si	6.323	30.778	27.397	-0.016	-0.009	-0.218
Si	21.657	-27.252	19.737	0.03	-0.027	-0.242
Si	-6.83	-3.494	25.021	-0.001	0.004	-0.216
Si	5.229	28.521	17.767	0.004	-0.02	-0.192
Si	-3.275	31.849	17.944	0.018	-0.024	-0.222
Si	21.902	20.036	24.122	-0.033	-0.021	-0.187
Si	20.038	21.892	22.272	-0.008	0.014	-0.216
Si	10.442	3.945	22.698	0.013	-0.023	-0.233
Si	-3.015	1.212	21.747	-0.018	0.006	-0.222
Si	8.306	23.856	26.854	-0.019	-0.008	-0.21
Si	19.207	-1.105	24.28	0.012	0.031	-0.171
Si	-5.601	12.708	22.364	0.011	-0.014	-0.263
Si	16.53	-10.56	17.37	0.029	-0.016	-0.243
Si	17.956	-0.268	19.566	-0.007	-0.019	-0.241
Si	6.53	-7.607	23.638	-0.034	-0.009	-0.249
Si	13.066	9.784	25.328	0.058	0.001	-0.222
Si	4.342	-18.027	19.352	0.007	-0.023	-0.259
Si	12.333	5.865	21.241	0.006	0.042	-0.241
Si	7.728	10.419	25.742	0.017	0.002	-0.193
Si	19.057	-20.394	25.077	-0.007	0.025	-0.229
Si	26.261	5.477	25.141	0.024	-0.023	-0.21
Si	6.652	3.186	18.022	0.009	-0.018	-0.212
Si	22.788	9.628	17.414	-0.027	0.018	-0.178
Si	0.752	12.381	27.292	-0.022	0.017	-0.221
Si	31.452	5.754	20.175	0.022	-0.002	-0.235
Si	26.17	2.995	26.862	0.019	0.015	-0.201
Si	7.222	-1.315	24.459	0	0.041	-0.229
Si	13.253	-5.236	21.572	-0.013	0.019	-0.239
Si	9.61	19.044	17.563	-0.033	0	-0.212
Si	-16.512	16.174	24.341	0.005	0.013	-0.202
Si	-9.498	1.187	22.923	0.002	-0.002	-0.178
Si	-5.034	-0.627	23.227	0.001	0.002	-0.226
Si	4.625	-9.067	17.47	-0.005	0.015	-0.199
Si	5.241	16.823	17.227	-0.003	0.027	-0.21
Si	18.336	1.854	21.557	-0.017	-0.03	-0.212
Si	0.916	4.431	22.175	-0.013	0.049	-0.207
Si	-2.765	7.599	23.545	0.032	-0.015	-0.242
Si	13.126	5.448	25.393	0.019	0.023	-0.222
Si	29.224	28.99	19.035	0.005	0.028	-0.209
Si	28.304	8.613	27.984	0.024	0.005	-0.19
Si	11.374	17.12	25.937	0.034	-0.007	-0.264
Si	32.384	-0.052	17.108	-0.019	0.004	-0.225
O	1.351	-0.63	-5.348	0.003	-0.012	0.064
O	1.067	-1.062	-0.394	-0.007	0.013	0.046
O	5.256	13.233	-2.042	0.008	0.016	0.071
O	2.024	2.994	-1.247	0.042	-0.04	0.111
O	-0.307	1.409	-4.72	0.001	0.022	0.071
O	10.036	1.721	-3.613	-0.015	0.023	0.092
O	17.476	4.646	-12.849	-0.031	0.043	0.119
O	1.515	9.396	-0.31	0	-0.004	0.042
O	-6.278	22.934	-13.478	0.035	-0.035	0.099
O	-2.752	12.174	-9.08	0.011	-0.053	0.152
O	27.99	-9.237	-9.049	0.035	-0.05	0.149
O	9.764	17.825	-13.01	0.007	0.027	0.133
O	-4.042	16.751	-10.854	-0.039	0.055	0.113
O	11.389	-16.057	-2.004	-0.009	-0.039	0.196
O	12.38	4.785	-0.232	-0.029	0.03	0.083
O	25.025	7.524	-1.061	-0.008	0.019	0.14
O	15.425	15.757	-6.55	0.004	-0.013	0.144
O	1.986	13.153	-1.454	0.03	0.039	0.126
O	10.976	9.868	-1.206	-0.027	0.034	0.085
O	6.783	4.111	-0.518	-0.004	0	0.047
O	2.576	2.814	-14.001	0	-0.001	0.041
O	16.779	-0.828	-8.938	-0.05	0.016	0.123
O	13.366	21.498	-2.54	-0.009	-0.04	0.139
O	10.813	13.238	-3.577	0.045	-0.001	0.093
O	11.534	5.67	-4.292	-0.007	0	0.073
O	13.651	2.812	-14.042	0.001	0	0.04
O	25.657	4.292	-3.425	-0.006	-0.048	0.103
O	5.796	-0.582	-1.3	-0.03	0.053	0.108
O	9.585	2.796	-7.527	0.012	0.04	0.086
O	6.224	16.354	-13.459	-0.037	0.033	0.101
O	15.331	1.027	-0.393	0.008	-0.01	0.043
O	23.499	-8.157	-7.223	0	0.025	0.177
O	26.436	8.46	-10.697	-0.01	0.006	0.063
O	8.589	14.153	-4.825	0.003	-0.016	0.073
O	5.075	14.809	-8.711	0.037	0.031	0.208
O	15.798	13.311	-2.533	0.04	-0.027	0.115
O	-7.535	18.942	28.036	-0.056	0.004	0.134
O	-0.394	9.651	20.781	-0.037	-0.024	0.098
O	3.861	0.851	16.467	0.032	-0.033	0.11
O	2.743	-1.404	19.323	-0.016	0.014	0.078
O	-2.569	24.202	15.712	-0.026	0.035	0.098
O	-8.214	14.631	16.279	0.022	-0.035	0.093
O	-0.882	6.045	16.204	0.035	-0.022	0.119
O	8.054	9.755	17.636	0.04	-0.014	0.098
O	-17.265	15.257	25.407	-0.023	-0.05	0.088
O	6.537	-12.287	16.625	-0.003	-0.019	0.153
O	-7.397	13.256	18.555	0.057	-0.026	0.138
O	-4.914	19.459	23.692	0.033	-0.016	0.105
O	0.841	0.237	18.238	0.067	-0.006	0.162
O	-1.683	-0.585	17.706	-0.032	-0.009	0.081
O	17.903	9.383	19.116	-0.029	0.058	0.137
O	13.381	-6.768	20.982	-0.001	0.009	0.084
O	7.796	17.371	21.624	-0.033	0	0.094
O	4.55	13.092	18.908	-0.026	0.06	0.108
O	17.953	3.367	21.158	-0.005	0.005	0.079
O	12.091	4.846	16.167	-0.039	0.032	0.093
O	11.327	15.925	24.835	-0.001	0.042	0.165
O	12.267	9.735	16.391	0.026	-0.02	0.113
O	7.45	16.602	24.131	0.011	-0.047	0.095
O	0.603	1.247	22.076	-0.008	0.01	0.086
O	4.231	12.076	16.501	0.041	-0.013	0.135
O	9.488	12.03	28.91	0.003	-0.003	0.05
O	22.114	1.828	17.934	0.011	0.024	0.074
O	22.782	-1.443	25.857	-0.03	-0.029	0.182
O	20.322	1.312	28.924	0	0	0.046
O	13.765	-2.806	15.322	-0.002	0.004	0.051
O	14.657	10.217	25.132	-0.034	-0.015	0.099
O	10.751	10.955	14.946	0.003	-0.003	0.04
O	6.251	14.473	23.232	0.051	-0.01	0.117
O	19.264	13.878	25.148	-0.005	-0.052	0.082
O	12.667	18.023	25.441	-0.033	-0.036	0.115
O	17.634	9.475	16.51	0.006	-0.022	0.143
O	17.355	7.119	17.722	0.003	0.013	0.071
O	3.106	1.796	22.737	0.042	-0.004	0.146
O	-2.724	-11.119	20.445	-0.034	0	0.087
O	-2.003	11.248	22.737	0.064	0.008	0.154
O	-5.074	4.717	21.537	-0.041	-0.044	0.111
O	-1.657	9.572	17.551	0.018	0.018	0.074
O	6.788	9.345	29.081	-0.001	0	0.052
O	-0.65	1.29	16.275	0.031	-0.041	0.105
O	-0.734	12.676	24.434	-0.006	0.057	0.104
O	-8.664	25.055	19.887	-0.062	-0.041	0.127
O	9.274	10.82	19.664	0.014	0.021	0.074
O	-8.151	19.042	18.304	-0.004	-0.003	0.075
O	-6.509	-4.147	23.572	-0.04	0.004	0.156
O	9.606	-11.298	23.592	-0.017	0.045	0.139
O	18.745	0.988	20.249	0.003	0.057	0.122
O	8.942	-4.112	16.182	-0.034	0.02	0.12
O	16.405	-5.109	28.188	0	-0.044	0.121
O	0.348	3.642	26.201	0.023	0.055	0.16
O	14.938	7.373	20.174	-0.013	0.028	0.091
O	4.644	2.599	24.846	-0.002	-0.001	0.068
O	4.57	6.022	18.461	0.02	-0.046	0.131
O	0.417	10.488	23.391	-0.039	0.018	0.1
O	11.322	19.716	27.391	0.03	0.011	0.081
O	10.946	5.953	18.291	0.015	0.045	0.125
O	11.357	-4.15	18.896	-0.012	-0.001	0.078
O	5.054	9.344	23.364	0.044	0.015	0.105
O	5.589	27.027	18.276	-0.001	-0.006	0.068
O	20.739	6.583	26.002	-0.055	-0.002	0.114
O	-4.039	11.181	25.565	-0.013	0.026	0.08
O	2.413	5.23	26.926	0	0.007	0.073
O	3.596	14.929	22.852	-0.043	-0.001	0.116
O	-2.578	2.178	22.963	-0.014	0.041	0.133
O	15.59	11.677	16.121	0.006	-0.035	0.138
O	19.15	8.154	14.961	-0.003	0.004	0.046
O	-0.098	-4.98	18.742	0.048	-0.014	0.13
O	16.078	5.218	21.374	0.054	-0.041	0.12
O	4.701	-5.47	28.31	0.012	-0.036	0.126
O	40.895	9.101	26.504	0.013	-0.039	0.084
O	12.346	1.997	20.711	0.049	-0.003	0.138
O	9.683	4.142	16.799	-0.003	-0.023	0.071
O	-12.953	8.251	17.683	-0.005	0.003	0.068
O	2.612	11.805	23.514	0.027	0.051	0.147
O	-5.458	2.64	18.565	0.05	-0.041	0.126
O	12.755	22.878	22.635	0.025	0.039	0.149
O	8.049	2.681	15.035	0.003	0.003	0.051
O	3.667	0.185	24.875	0.002	-0.003	0.067
O	13.965	23.058	24.856	-0.01	-0.042	0.112
O	8.125	8.24	15.19	-0.003	0.005	0.046
O	7.433	9.91	24.232	0.033	0.045	0.128
O	6.92	6.679	26.866	0.025	0.015	0.094
O	5.045	15.632	18.283	-0.032	-0.063	0.133
O	16.589	4.999	28.354	-0.035	0.038	0.111
O	10.069	17.149	20.186	-0.049	-0.003	0.141
O	14.836	8.119	22.673	-0.034	-0.025	0.14
O	15.766	5.308	18.734	-0.06	-0.001	0.179
O	5.435	0.493	22.472	0.014	0.013	0.075
O	12.542	25.092	26.472	-0.048	-0.034	0.157
O	13.298	8.833	28.859	0.034	-0.014	0.084
O	6.21	26.293	15.847	-0.012	0.009	0.13
O	-2.897	-2.747	25.581	-0.027	-0.016	0.08
O	0.411	15.209	16.102	-0.042	0.037	0.113
O	28.895	-0.041	22.416	-0.032	-0.028	0.097
O	12.349	14.826	28.965	0.005	-0.001	0.052
O	17.788	11.329	21.032	0.035	0.013	0.159
O	18.914	13.763	15.431	0.004	-0.003	0.043
O	20.987	22.947	15.989	0.016	0.009	0.138
O	13.79	19.183	28.108	0.029	-0.038	0.1
O	10.002	16.518	22.699	0.028	-0.037	0.101
O	-9.93	7.393	24.519	-0.005	-0.061	0.131
O	29.055	25.255	23.975	-0.019	0.044	0.119
O	6.615	12.872	17.31	-0.017	-0.012	0.068
O	9.284	-9.488	25.738	-0.027	0.036	0.091
O	-19.742	-18.397	18.94	-0.007	-0.039	0.088
O	-10.209	4.083	19.254	-0.036	0.055	0.116
O	-11.284	25.075	20.821	-0.036	0.01	0.116
O	-5.007	-2.2	22.86	0.001	0.033	0.088
O	3.987	-9.207	22.517	0	0	0.073
O	6.376	22.809	20.356	0.01	0.04	0.095
O	-2.693	20.433	24.641	-0.002	0.034	0.086
O	11.789	27.839	22.1	-0.024	0.013	0.092
O	-13.627	-6.876	22.24	0	0.016	0.072
O	2.127	5.424	22.564	0.003	-0.004	0.066
O	4.608	4.618	23.208	0.055	-0.044	0.119
O	2.104	-14.022	25.046	-0.025	0.018	0.082
O	25.1	11.639	25.804	-0.022	-0.026	0.076
O	9.919	-3.352	20.982	0.033	0.021	0.182
O	12.294	15.259	16.523	0.013	0.025	0.157
O	12.676	7.92	18.185	-0.041	-0.032	0.112
O	-2.557	12.014	17.857	-0.039	0.024	0.103
O	12.77	12.596	27.831	0.032	0.024	0.177
O	6.644	2.763	23.315	-0.016	0.032	0.073
O	17.736	11.828	25.91	-0.039	0.005	0.132
O	3.98	11.574	25.803	0.055	-0.012	0.11
O	4.14	5.1	20.78	-0.059	0.006	0.154
O	4.689	5.5	28.305	0.038	-0.027	0.111
O	16.705	3.705	23.525	-0.015	-0.053	0.156
O	7.732	-2.44	28.003	0.046	-0.025	0.109
O	14.601	17.053	20.88	-0.004	0.004	0.088
O	22.295	-8.205	17.736	0.005	-0.009	0.069
O	11.342	7.125	28.335	-0.008	-0.036	0.085
O	22.571	4.777	25.139	0.014	0.058	0.098
O	3.063	7.539	28.151	-0.027	0.044	0.103
O	14.947	6.779	29.335	0.001	0.003	0.039
O	22.736	11.025	26.4	-0.048	0.023	0.088

Results
free energy: -283318.793 eV
free energy less fixed offsets of O -570.45, Si -639.56 eV per atom: -5.433 eV

The program warned: the cutoff lies below the one the program advises for these potential files; the forces do not sum to zero within the program's tolerance; empty levels may hold ghost states of the PAW files; the exchange-correlation potential is rough where the density is thin.
